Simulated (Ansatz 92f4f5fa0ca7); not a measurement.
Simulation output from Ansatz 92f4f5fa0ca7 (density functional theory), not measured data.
Periodic cell of 208 atoms, Si128O80, from a study of silicon, its oxide and their interface. The atomic structure is a simulated model.
Doubt: the cutoff is far below the 930 eV that the study's wrapper takes by default for these files, so forces and energies are approximate.

Settings
functional: PBE
potential files: Ansatz PAW
basis: plane waves
wave-function cutoff: 580 eV
density cutoff ratio: 5
exchange-correlation grid ratio: 1
k mesh: 1 x 1 x 1, Gamma-centred
self-consistency stop: 5e-08 eV per atom in the density residual
occupations: fixed
spin: none
net charge: 0

Cell vectors (angstrom)
a  10.938  0  0
b  0  10.938  0
c  4.264  -0.7319  31.435

Atoms and the computed forces on them: element, x, y, z (angstrom), force x, y, z (eV/angstrom)
Si  5.3506  -1.8744  24.0035  0.0246  -0.0332  0.0344
Si  8.0402  0.8597  24.0459  0.0307  -0.0259  0.0623
Si  5.8743  3.1297  23.9748  -0.0241  0.0257  0.0156
Si  8.5922  -5.1423  23.9073  -0.0257  0.0328  0.0335
Si  0.3783  -2.3462  23.9373  -0.0283  0.0177  0.0177
Si  3.1581  0.3764  23.9968  -0.0311  0.028  0.0292
Si  10.8426  3.5648  23.8537  0.028  -0.0225  0.0173
Si  2.6177  -4.557  24.011  0.0239  -0.0291  0.0349
Si  6.9258  -0.7317  25.3454  0.0135  -0.0034  -0.0029
Si  9.7077  2.0147  25.2501  0.0045  -0.0224  -0.0044
Si  7.0245  -6.2344  25.2913  -0.0115  0.0199  0
Si  9.7207  -3.5098  25.2342  -0.0133  0.0087  0.0007
Si  1.527  -0.7587  25.2689  -0.0109  0.019  -0.0024
Si  4.2764  1.9905  25.2959  -0.0144  0.0079  0.0012
Si  12.4082  4.7255  25.2371  0.015  -0.0054  -0.0018
Si  4.2111  -3.4445  25.3304  0.0145  -0.016  -0.0075
Si  5.6093  0.6495  26.7056  0.0009  -0.007  0.0161
Si  8.3794  3.3626  26.6758  0.0016  0.0002  0.0151
Si  5.6333  -4.8352  26.6278  0.0032  -0.0014  0.0023
Si  8.3655  -2.1123  26.6231  0.0065  -0.0047  0.0021
Si  11.0944  0.6407  26.6132  0.0018  0.0015  0.0068
Si  13.8177  3.3803  26.6163  -0.0021  0.0019  0.006
Si  11.0859  6.0982  26.6526  -0.0011  0.0028  0.0103
Si  2.8757  -2.0809  26.6934  0.0015  0.0014  0.018
Si  4.264  -0.7319  28.0168  -0.1624  0.0682  0.4271
Si  6.9985  2.0026  28.0168  0.0927  0.0367  0.2893
Si  4.264  -6.2009  28.0168  -0.0351  0.0023  -0.2269
Si  6.9985  -3.4664  28.0168  0.0197  -0.0509  -0.1426
Si  9.733  -0.7319  28.0168  0.018  -0.018  -0.2664
Si  12.4675  2.0026  28.0168  -0.0326  -0.0045  -0.2336
Si  9.733  4.7371  28.0168  0.0043  0.0233  0.2222
Si  12.4675  -3.4664  28.0168  -0.1312  -0.0875  0.1576
Si  1.3673  -1.3673  3.418  0.0125  -0.1096  -0.1707
Si  4.1018  1.3673  3.418  -0.1157  -0.0472  -0.3048
Si  1.3673  4.1018  3.418  -0.218  -0.1643  0.1343
Si  4.1018  -4.1018  3.418  0.2572  0.0997  -0.1255
Si  6.8362  -1.3673  3.418  0.0713  0.0057  0.0461
Si  -1.3673  1.3673  3.418  0.1011  0.2729  0.4096
Si  6.8362  4.1018  3.418  0.2675  0.1558  -0.1689
Si  -1.3673  -4.1018  3.418  -0.1826  -0.1512  -0.1103
Si  2.7017  0.0237  4.7623  0.0099  0.0016  -0.0139
Si  5.4884  2.7252  4.7233  -0.0047  -0.0156  -0.0161
Si  2.7826  5.4277  4.739  0.0077  -0.0065  -0.0113
Si  5.4687  -2.7219  4.7955  0.0048  0.0019  -0.0112
Si  -2.7369  0.0115  4.7978  -0.0077  -0.0109  -0.0111
Si  -0.0006  2.7554  4.8848  0.0044  0.0004  -0.0117
Si  8.2105  5.4682  4.8149  0.0032  0.0096  -0.0234
Si  -0.0057  -2.7566  4.7602  -0.008  -0.0076  -0.0169
Si  1.3807  1.3551  6.2417  -0.0025  0.0066  -0.012
Si  4.0813  3.9989  6.1021  -0.0064  0.0085  -0.0046
Si  1.5177  -4.0563  6.0399  -0.0064  0.0019  0.0124
Si  4.1602  -1.2543  6.1096  -0.0097  -0.0067  0.0041
Si  -4.1228  1.3868  6.1383  0.0134  0.0151  0.0134
Si  -1.4125  4.1011  6.2971  0.0062  -0.0138  -0.0029
Si  6.8019  -4.1045  6.1664  -0.0179  0.0011  -0.0176
Si  -1.3444  -1.3591  6.116  -0.0047  0.0167  -0.0096
Si  0.2333  -0.2957  7.5188  -0.0092  -0.0077  0.0139
Si  3.2705  2.189  7.3925  0.0226  -0.0095  -0.0275
Si  -0.4738  -5.353  7.9333  -0.0004  0.0257  -0.0009
Si  2.562  -2.4243  7.3139  0.0189  -0.0128  -0.0162
Si  5.0253  0.5258  7.3494  -0.016  0.0133  -0.0056
Si  -3.0646  2.9853  7.5038  -0.0086  -0.031  -0.0282
Si  5.6164  5.1841  7.3907  -0.0094  0.0267  0.0053
Si  -2.5151  -2.9133  7.4045  0.0001  -0.0058  0.0276
Si  5.6312  -2.0991  29.384  -0.0183  0.0161  -0.0278
Si  8.3657  0.6354  29.384  -0.0549  0.0119  -0.0104
Si  5.6312  -7.5681  29.384  0.0344  -0.0384  -0.0092
Si  8.3657  -4.8336  29.384  0.0121  -0.028  -0.0096
Si  11.1002  -2.0991  29.384  -0.0018  -0.0571  -0.0079
Si  13.8347  0.6354  29.384  0.0361  -0.0519  0.01
Si  11.1002  3.3699  29.384  -0.0132  0.0385  -0.0189
Si  2.8967  -4.8336  29.384  -0.0343  0.0105  -0.0216
Si  6.9985  -0.7319  30.7513  0.0085  -0.0308  -0.0012
Si  9.733  2.0026  30.7513  0.0285  -0.0161  -0.0084
Si  6.9985  -6.2009  30.7513  -0.0111  0.0399  -0.0269
Si  9.733  -3.4664  30.7513  -0.0361  0.018  -0.022
Si  12.4675  -0.7319  30.7513  -0.022  0.0311  -0.0225
Si  4.264  2.0026  30.7513  -0.0357  0.0163  -0.0163
Si  1.5295  -6.2009  30.7513  0.0242  -0.0108  -0.0095
Si  4.264  -3.4664  30.7513  0.0237  -0.0056  -0.0196
Si  1.3673  1.3673  0.6835  0.0205  0.029  0.0113
Si  4.1018  4.1018  0.6835  -0.0591  0.0076  0.0161
Si  1.3673  -4.1018  0.6835  0.0115  -0.0145  0.03
Si  4.1018  -1.3673  0.6835  0.0475  -0.0354  0.0204
Si  6.8362  1.3673  0.6835  0.0013  -0.0358  0.0373
Si  -1.3673  4.1018  0.6835  0.0228  -0.0078  0.0136
Si  6.8362  -4.1018  0.6835  -0.012  0.0123  -0.0096
Si  9.5708  -1.3673  0.6835  -0.0393  0.0065  0.0107
Si  0  0  2.0507  0.0263  -0.0496  0.0166
Si  2.7345  2.7345  2.0507  -0.0033  -0.0674  -0.0009
Si  0  -5.469  2.0507  -0.0559  -0.0058  0.0132
Si  2.7345  -2.7345  2.0507  -0.0444  0.0219  -0.0073
Si  5.469  0  2.0507  -0.0782  -0.0169  0.0003
Si  8.2035  2.7345  2.0507  0.048  0.092  0.0021
Si  5.469  5.469  2.0507  0.1228  0.1234  -0.0316
Si  8.2035  -2.7345  2.0507  0.0048  -0.0526  0.0057
Si  2.681  -3.7404  11.9665  0.0107  -0.0168  -0.0121
Si  7.358  -3.9589  12.6548  -0.0027  0.0013  -0.0153
Si  6.0873  3.135  16.7102  -0.0017  -0.0051  -0.0125
Si  3.6877  1.0572  12.4719  0.0047  0.004  0.0006
Si  8.188  2.2414  10.5407  0.0112  0.0011  -0.0127
Si  8.8565  -2.1629  17.0226  -0.0041  0.0011  0.0001
Si  2.8711  -2.2788  19.0901  0.0036  -0.0053  -0.0067
Si  1.4405  -1.0491  12.5735  -0.0039  0.0018  0.0018
Si  8.6016  2.9955  18.0556  -0.003  0.0005  -0.0099
Si  2.2992  2.6988  10.397  -0.0009  0.0025  -0.0111
Si  4.0452  4.5702  21.822  -0.0016  -0.0091  0.0042
Si  4.306  -3.8687  9.4282  0.0066  0.019  -0.0057
Si  9.534  -5.1618  17.4866  -0.0008  0.0047  -0.0053
Si  0.6296  5.1587  10.8917  -0.0079  0.0045  -0.0146
Si  -1.8321  4.391  12.5175  0.0032  0.001  0.0013
Si  1.4912  -4.2636  17.3421  0.0021  -0.0063  -0.0053
Si  11.6384  -1.9824  15.4837  -0.0023  0.0034  0.0011
Si  6.722  -1.9309  14.746  0  0.0003  -0.0033
Si  7.145  -3.3099  21.7645  0.0117  0.0039  0.0039
Si  5.8581  0.2776  10.4774  0.0003  -0.018  -0.022
Si  5.2667  0.6674  14.9869  0.0053  0.0008  0.0034
Si  6.9232  -2.3942  10.0407  -0.0102  -0.0065  -0.0176
Si  3.0217  -0.4631  16.8596  0.0037  0.0006  -0.0053
Si  9.6993  0.187  18.9486  -0.0035  -0.0006  -0.0057
Si  1.8756  2.2546  21.7432  0.003  0.0055  0.0055
Si  8.576  3.9449  15.4334  -0.0039  0.0023  0.0019
Si  9.3434  -1.0567  21.8268  -0.0136  -0.0216  -0.0031
Si  4.3428  -5.4594  16.996  0.0017  -0.0045  0.0003
Si  1.7272  0.4255  19.1836  0.0044  0.014  0.0012
Si  -0.1747  0.6232  10.5008  -0.0119  -0.0001  -0.0166
Si  5.0509  -4.3135  19.73  0.0129  -0.0098  0.0046
Si  4.767  -4.1007  14.1631  0.0064  0.0038  0.007
O  0.7317  -1.7481  13.8688  0.0034  0.0005  0.0025
O  -0.4293  0.0936  8.9743  0.0005  0.0083  0.0147
O  21.5893  20.1954  22.5805  0.0076  -0.006  0.0015
O  4.8361  -5.2384  8.7418  -0.0009  -0.0035  0.0049
O  9.7251  4.6992  23.3725  -0.0019  0.0002  -0.0224
O  -2.4709  2.4458  8.941  0.0072  -0.0077  0.0316
O  2.5149  1.0775  22.6615  -0.0026  0.0032  -0.0135
O  6.9682  1.9885  23.4708  -0.0109  0.0103  -0.0289
O  2.776  0.7522  17.9514  0.0059  0.0022  0.0031
O  4.6975  -5.0242  15.4813  0.0006  0.0074  0.0003
O  9.0125  4.551  18.4808  0.0043  -0.0007  0.0042
O  4.265  -0.7403  23.4677  -0.0009  0.0004  -0.0279
O  7.8254  -4.5591  22.5682  -0.0071  0.0012  -0.0124
O  0.2925  -0.5623  11.5169  0.0116  -0.0054  0.0094
O  5.9281  -4.6191  13.1207  0.0109  0.0029  -0.0025
O  2.3853  0.2194  12.9928  0.0037  -0.0007  -0.0004
O  1.4116  -1.3908  7.8814  -0.0074  0.0144  0.0072
O  3.393  -5.1689  22.7034  0.0027  0.0027  -0.0128
O  11.2344  0.2226  18.429  0.003  -0.0025  -0.0038
O  4.5814  -5.7054  20.443  0.0082  0.016  -0.0108
O  2.2481  -0.9834  19.8866  0.0022  -0.0055  0.0094
O  8.3041  -2.2329  21.4145  0.0039  0.0072  0.01
O  4.7003  3.8893  17.0837  0.0015  0.0077  0.0028
O  6.8226  -0.9866  10.8385  -0.008  0.0116  -0.0032
O  8.9913  -3.6308  17.78  0.005  -0.0039  0.0027
O  6.4734  -3.8336  20.3746  -0.0159  -0.0063  -0.008
O  5.995  -2.6033  22.6795  0.004  -0.0067  -0.0155
O  5.4184  0.1949  8.9176  0.0099  0.0025  0.0443
O  4.5355  0.1564  11.4109  0.0027  0.0085  0
O  1.5594  1.6056  20.2847  -0.0055  -0.017  -0.0125
O  1.5938  -0.8101  16.1613  0.0004  -0.0029  -0.0005
O  7.9603  -2.1971  8.8092  -0.0038  0.0029  0.0081
O  2.7573  -5.2709  17.2609  0.0048  0.0058  0.0062
O  12.2581  -3.4365  15.9336  0.0014  0.0015  0.0042
O  3.1246  2.4485  9.0231  -0.0121  0.0095  0.0429
O  8.2216  3.6432  11.3718  0.0017  0.0045  0.0043
O  9.1347  -5.5319  15.9318  0.0013  -0.0013  0.0003
O  3.9492  -3.1174  19.9747  -0.0063  0.0064  0.0036
O  3.2936  -4.0965  13.4475  0.0007  -0.0004  -0.0016
O  8.8355  -0.9046  18.0826  -0.0003  -0.0022  0.001
O  3.8525  -4.2025  10.9392  -0.0121  0.0139  0.0083
O  8.5473  -5.0492  12.8111  -0.0096  0.0079  -0.0053
O  5.4851  -2.7568  9.3756  0.0008  -0.0144  0.0139
O  0.9918  -5.0459  7.2834  0.0094  -0.0058  0.007
O  -1.5719  1.2414  11.0736  0.0005  0.0018  0.0015
O  12.4471  -3.4576  23.444  -0.0032  0.0059  -0.029
O  6.696  1.6363  10.7876  -0.0032  -0.0031  0.0024
O  10.0911  -1.9227  15.9828  0.0068  -0.0006  -0.0016
O  5.234  -2.6174  14.6782  -0.0033  -0.0068  -0.0015
O  7.4514  -2.1417  16.1911  0.0021  0.0024  -0.0024
O  -1.8902  3.573  13.9313  0.0012  0.0002  0.0052
O  5.2723  3.8526  22.6217  0.0013  0.0037  -0.006
O  11.4808  2.8624  22.4879  0.0012  0.0002  -0.0033
O  6.7491  4.1178  7.9352  -0.0003  -0.0025  0.0167
O  0.9631  1.7802  10.427  0.0011  -0.0005  0.0008
O  7.6411  -2.6289  13.576  -0.0002  -0.0022  0.0015
O  2.4136  -2.1408  11.8566  -0.0042  -0.0002  0.0004
O  1.2527  -4.4395  11.5842  0.0168  0.0094  0.0051
O  3.0384  -3.2364  8.6528  0.0127  -0.0116  0.0194
O  9.7943  -0.2935  20.4886  0.008  0.008  -0.004
O  9.5463  6.9214  7.8502  0.014  -0.006  0.0106
O  3.5971  -1.746  17.7131  -0.0014  -0.0006  0.0095
O  6.9644  2.9559  18.0791  0.0081  0.0007  0.0047
O  2.9222  3.4596  21.4777  -0.0012  -0.0026  0.004
O  6.4603  -0.3368  14.4912  0.0002  -0.0031  0.0008
O  4.6421  1.4823  13.7204  -0.0023  -0.0003  -0.0037
O  5.2011  -4.6206  18.1257  -0.0074  -0.0065  -0.0099
O  7.3674  -3.5624  11.0728  -0.0037  -0.0028  0.0206
O  6.9407  3.9833  15.584  0.0006  -0.0028  0.0062
O  5.8436  1.6626  16.1068  0.0014  0.0087  0.0024
O  3.2157  2.4126  11.7093  0.0116  -0.0109  0.0134
O  11.1457  -5.1957  17.6403  0.0009  0.0036  0.0042
O  9.123  2.8057  16.4935  0.0061  -0.004  0.0017
O  -0.2937  -5.603  9.5478  0.0075  -0.0022  0.017
O  4.0668  -0.1501  15.6919  -0.0012  0.0012  0.0035
O  9.1247  1.7282  18.9277  -0.0041  0.01  -0.0005
O  -0.281  4.4414  12.0335  -0.0044  -0.0006  0.0026
O  8.6458  0.071  22.7532  0.0005  -0.0005  -0.0274
O  1.6394  -3.252  18.6237  0.0009  0.0012  0.0057
O  1.9037  4.2609  10.459  -0.0022  -0.0033  0.0009

Results
free energy: -126872.865 eV
free energy less fixed offsets of O -568.88, Si -635.61 eV per atom: -4.385 eV

The program warned: the cutoff lies below the one the program advises for these potential files; the forces do not sum to zero within the program's tolerance; the exchange-correlation potential is rough where the density is thin.
